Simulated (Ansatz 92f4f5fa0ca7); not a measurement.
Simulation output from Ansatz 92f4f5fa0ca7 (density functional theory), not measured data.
Periodic cell of 267 atoms, Si160O101As6, from a study of silicon, its oxide and their interface. The atomic structure is a simulated model.
Doubt: the cutoff is far below the 930 eV that the study's wrapper takes by default for these files, so forces and energies are approximate.

Settings: functional PBE; potential files Ansatz PAW; basis plane waves; wave-function cutoff 580 eV; density cutoff ratio 5; exchange-correlation grid ratio 1; k mesh 1 x 1 x 1, Gamma-centred; self-consistency stop 5e-08 eV per atom in the density residual; occupations fixed; spin none; net charge 0.

Cell vectors (angstrom)
a, 11.6015, 0, 0
b, 0, 13.3963, 0
c, 0, 0, 30.9506

Atoms: element, x, y, z (angstrom)
Si, 0.0611, -0.0212, 24.207
As, 3.8887, 0.03, 23.9479
Si, 7.7136, 0.0435, 24.1389
Si, 1.8425, 3.3338, 24.3412
Si, 5.6228, 3.4401, 23.9887
Si, 9.6706, 3.5947, 24.1148
Si, -0.0916, 6.7451, 24.4396
As, 3.8251, 6.7631, 24.1278
As, 7.6929, 6.7006, 24.0985
Si, 2.1645, 9.9931, 24.0588
Si, 5.6888, 10.1114, 24.2278
Si, 9.7033, 10.0247, 24.3081
Si, -0.1297, 2.2439, 24.9588
Si, 3.8357, 2.2221, 24.9699
Si, 7.6818, 2.3696, 24.6719
Si, 1.917, 5.6115, 25.0775
Si, 5.7227, 5.6141, 25.013
Si, 9.5487, 5.6712, 25.2395
Si, 0.1301, 9.0266, 24.9358
Si, 3.8924, 8.8993, 25.1956
Si, 7.6927, 8.9507, 24.9475
Si, 2.0205, 12.2528, 24.9351
Si, 5.7886, 12.351, 25.0049
Si, 9.6622, 12.3116, 24.9528
Si, -0.0621, 2.231, 27.3578
Si, 3.8542, 2.2283, 27.3622
Si, 7.7052, 2.2733, 27.202
Si, 1.9227, 5.5961, 27.4321
Si, 5.7798, 5.5906, 27.4033
Si, 9.6059, 5.6187, 27.5426
Si, 0.0403, 8.9752, 27.3491
Si, 3.8717, 8.9182, 27.5139
Si, 7.7116, 8.9478, 27.3567
Si, 1.965, 12.2711, 27.3489
Si, 5.7929, 12.3142, 27.384
Si, 9.662, 12.3101, 27.3516
Si, 1.9065, 1.1175, 28.1626
Si, 5.8115, 1.1544, 28.163
Si, 9.6024, 1.1459, 28.1646
Si, -0.0229, 4.4632, 28.1891
Si, 3.8499, 4.4606, 28.1874
Si, 7.6858, 4.4393, 28.1975
Si, 1.9145, 7.8214, 28.2197
Si, 5.8208, 7.8087, 28.2197
Si, 9.6751, 7.882, 28.1876
Si, 0.0109, 11.1937, 28.1716
Si, 3.8805, 11.1809, 28.2031
Si, 7.7287, 11.1797, 28.1685
Si, 1.9336, 1.1164, 30.5556
Si, 5.8008, 1.1164, 30.5556
Si, 9.6679, 1.1164, 30.5556
Si, 0, 4.4654, 30.5556
Si, 3.8672, 4.4654, 30.5556
Si, 7.7343, 4.4654, 30.5556
Si, 1.9336, 7.8145, 30.5556
Si, 5.8008, 7.8145, 30.5556
Si, 9.6679, 7.8145, 30.5556
Si, 0, 11.1635, 30.5556
Si, 3.8672, 11.1635, 30.5556
Si, 7.7343, 11.1635, 30.5556
Si, 0, 0, 0.3944
Si, 3.8672, 0, 0.3944
Si, 7.7343, 0, 0.3944
Si, 1.9336, 3.3491, 0.3944
Si, 5.8008, 3.3491, 0.3944
Si, 9.6679, 3.3491, 0.3944
Si, 0, 6.6981, 0.3944
Si, 3.8672, 6.6981, 0.3944
Si, 7.7343, 6.6981, 0.3944
Si, 1.9336, 10.0472, 0.3944
Si, 5.8008, 10.0472, 0.3944
Si, 9.6679, 10.0472, 0.3944
Si, 0.0407, -0.0438, 2.7586
Si, 3.897, -0.0053, 2.8241
Si, 7.7483, -0.0506, 2.757
Si, 1.948, 3.318, 2.8018
Si, 5.778, 3.3288, 2.7588
Si, 9.6775, 3.3388, 2.7523
Si, -0.0152, 6.6679, 2.7655
Si, 3.8413, 6.6838, 2.7587
Si, 7.7533, 6.6473, 2.7635
Si, 1.983, 10.0507, 2.7853
Si, 5.8166, 10.0666, 2.7886
Si, 9.7504, 10.001, 2.7066
Si, -0.0116, 2.1836, 3.5421
Si, 3.8856, 2.22, 3.6841
Si, 7.7357, 2.2065, 3.4787
Si, 1.9068, 5.5629, 3.5918
Si, 5.7748, 5.5628, 3.5314
Si, 9.682, 5.5419, 3.6549
Si, 0.0635, 8.8949, 3.5513
Si, 3.8959, 8.8993, 3.6064
Si, 7.7996, 8.9238, 3.402
Si, 1.9662, 12.2736, 3.6786
Si, 5.8388, 12.2912, 3.7126
Si, 9.7073, 12.2083, 3.4685
Si, -0.052, 2.1039, 5.906
Si, 3.9099, 2.2433, 6.1322
Si, 7.7595, 2.2354, 5.8169
Si, 1.8727, 5.5436, 5.9864
Si, 5.7654, 5.5779, 5.9002
Si, 9.7177, 5.5018, 6.1102
Si, 0.1191, 8.9069, 5.937
Si, 3.8989, 8.8642, 6.0135
Si, 7.8502, 8.9169, 5.7164
Si, 1.99, 12.2768, 6.1333
Si, 5.9163, 12.3134, 6.1998
Si, 9.7422, 12.0844, 5.8064
Si, 1.9213, 1.1572, 6.8187
Si, 5.9374, 1.2975, 6.9631
Si, 9.5484, 0.8954, 6.5306
Si, 0.0572, 4.2421, 6.8798
Si, 3.8248, 4.5331, 6.8132
Si, 7.6695, 4.4506, 6.6491
As, 1.9424, 7.7549, 6.9849
Si, 5.9712, 7.8011, 6.6057
As, 9.7466, 7.8263, 6.7369
Si, 0.0489, 11.1174, 6.8777
Si, 3.9435, 11.1031, 6.8355
As, 7.8899, 11.0269, 6.8648
O, 11.8676, 3.7013, 8.5057
O, 9.1688, 0.2891, 8.0842
O, 3.9549, 10.8729, 8.4996
O, 6.2723, 1.9131, 8.5569
O, 3.4783, 4.6635, 8.4668
O, -0.0484, 11.1896, 8.5805
O, 6.5402, 7.7562, 8.1867
O, 7.1867, 4.4746, 8.2754
O, 1.7996, 1.473, 8.485
O, 2.738, 9.701, 22.4572
O, 0.3683, -0.2516, 22.5555
O, 9.8997, 4.2475, 22.5449
O, 11.2614, 6.5977, 22.7889
O, 5.1652, 3.516, 22.3307
O, 5.3164, 10.3136, 22.5743
O, 1.536, 3.2, 22.6944
O, 9.7684, 9.8185, 22.6509
O, 7.5463, -0.1427, 22.4679
Si, 7.2442, 8.3704, 9.5106
Si, 9.4007, 11.9422, 14.0879
Si, 3.4201, 7.6843, 11.408
Si, 4.6225, 4.5511, 21.173
Si, 7.5126, -0.78, 16.0982
Si, 11.4072, 6.4376, 14.8328
Si, 2.7238, -0.3569, 14.3053
Si, 4.2088, 10.8762, 18.6983
Si, 9.2923, 6.244, 17.0517
Si, 8.3297, 12.9042, 21.0876
Si, 1.688, 8.8058, 13.8661
Si, 6.8913, 3.156, 14.753
Si, 5.9642, 6.3055, 11.3905
Si, 1.5671, 1.3147, 19.3472
Si, 7.2068, 1.1176, 18.6085
Si, 11.9803, 24.1157, 10.0888
Si, 7.0047, 7.4981, 15.4527
Si, 1.5782, 17.2917, 21.2245
Si, 4.1324, 9.7635, 21.5607
Si, 3.4117, 10.3663, 15.9517
Si, 17.8412, 10.7952, 11.0425
Si, -4.3163, 3.0949, 9.1545
Si, 9.748, 10.3016, 21.1043
Si, -0.2948, 12.8496, 21.0974
Si, 8.0909, 17.1026, 17.5331
Si, 13.2041, 3.8103, 11.7933
Si, 2.2824, 1.6713, 16.4643
Si, 12.2691, 2.309, 9.3344
Si, 5.3801, 5.133, 18.4
Si, 6.2325, 9.9974, 16.923
Si, 9.4284, 14.6353, 9.3901
Si, 4.8102, 18.8248, 15.4855
Si, 4.2888, 14.0278, 18.425
Si, 7.802, 4.092, 12.0284
Si, 10.5437, 18.9907, 12.0217
Si, 8.0452, 9.395, 13.1719
Si, 9.9436, -4.9784, 10.7539
Si, 5.7319, 13.8576, 13.9403
Si, 0.5342, 11.6251, 12.8502
Si, 15.2351, 5.1844, 9.9954
Si, 7.7488, -0.1292, 11.7009
Si, 2.111, 4.2777, 14.7629
Si, 17.3534, 7.2195, 20.4311
Si, -0.9471, 5.4869, 21.7496
Si, 3.5819, 10.4551, 10.0193
Si, 8.9098, 7.5076, 19.9475
O, 7.5583, 13.5367, 19.831
O, 1.9054, 0.7573, 15.1749
O, 3.7658, 14.5914, 16.9798
O, 3.131, 14.2596, 19.5464
O, 4.645, 11.2046, 11.0439
O, 3.0773, 10.4014, 17.5784
O, 7.0229, 8.6284, 16.6184
O, 5.3808, 6.6901, 18.918
O, 11.5108, 11.6984, 11.3307
O, 7.3767, 13.8028, 17.1698
O, 5.4607, 5.9441, 21.4306
O, 7.316, 24.5934, 16.8467
O, 7.8894, 16.4931, 16.0342
O, 7.4979, 8.1196, 14.0237
O, 6.8634, 5.3908, 12.3821
O, 11.0064, 12.0053, 13.9553
O, 9.8302, 0.1567, 21.1082
O, 9.4128, 18.0648, 17.5293
O, 4.9022, 17.5301, 19.6019
O, 8.8769, 8.5459, 9.5063
O, -2.8216, 12.6605, 12.7822
O, 12.6109, 23.509, 13.2077
O, 10.4062, 6.0427, 13.5935
O, 4.1502, 13.5745, 13.7276
O, -0.9741, 6.684, 16.2386
O, 0.8291, 5.2079, 15.0716
O, 9.0553, 7.1917, 18.3521
O, -2.4089, 8.9841, 12.0943
O, 2.9571, 11.769, 15.288
O, 9.6287, 6.2828, 20.7562
O, 1.8912, 3.457, 13.3607
O, 5.4831, 6.9093, 15.3214
O, 1.7971, -0.7575, 13.0267
O, 11.2961, 9.2556, 10.3855
O, 7.1026, 3.3267, 10.765
O, 8.0579, 6.3686, 15.9726
O, 7.3422, 7.6403, 20.4406
O, 4.7747, 7.1203, 12.1596
O, 2.4273, 8.0528, 12.6255
O, 11.0132, 14.7115, 9.5965
O, 8.7788, 10.4321, 14.1987
O, 16.8323, 5.3988, 10.2514
O, 11.0812, 11.2374, 20.7851
O, 15.4015, 8.8904, 10.3938
O, 12.0252, 4.9575, 11.7547
O, 1.1207, 2.5701, 10.8785
O, 3.4151, 5.2637, 14.6676
O, 9.0081, 12.7287, 15.4568
O, 0.5497, 7.8232, 14.4533
O, 2.9892, 4.7241, 21.1845
O, 8.8624, 2.7033, 8.946
O, 6.402, -0.6823, 14.897
O, 14.4309, 6.5723, 10.3605
O, 5.5633, 9.982, 18.4202
O, 7.801, 3.2016, 13.3952
O, 9.3472, 4.5247, 11.6948
O, 8.148, 2.4623, 18.598
O, 2.2897, 16.6134, 15.9779
O, 2.6726, 9.1747, 15.1183
O, 6.4944, 0.556, 12.496
O, 9.6424, 8.9602, 20.184
O, 8.4538, 11.2833, 20.8547
O, 14.6492, 4.1819, 11.1318
O, 5.9136, 1.8703, 14.7103
O, 6.522, 9.7894, 9.8048
O, 18.3541, 10.1148, 12.4493
O, 8.6188, 0.8241, 10.7337
O, 5.0317, 10.1803, 15.8203
O, 6.8772, 18.0825, 17.9776
O, 1.4022, 16.1268, 20.1016
O, 4.4613, 5.0877, 17.0557
O, 5.6248, 1.4759, 18.791
O, 3.7825, 24.111, 20.2592
O, 4.7298, 8.3883, 20.9082
O, 4.6047, 12.4322, 18.3577
O, 7.0054, 7.3483, 10.7432
O, -1.2148, 6.8749, 11.0275
O, 0.614, 13.5341, 19.9349
O, 1.2609, 1.4856, 17.7394
O, 7.121, 12.1207, 10.7399
O, 2.0039, -2.6509, 10.2506
O, 5.9095, 4.4188, 14.8781
O, 11.9317, 4.9003, 20.9219

Results
free energy: -188292.411 eV
free energy less fixed offsets of As -4856.12, O -568.88, Si -635.61 eV per atom: -1.211 eV

Forces (eV/angstrom), in the order of the atoms: element, x, y, z
Si, 0.2601, -0.3041, -0.495
As, 0.0202, 0.0768, -0.2634
Si, -0.1304, -0.1208, -0.4567
Si, -0.1631, 0.085, -0.4561
Si, -0.3147, 0.1403, -0.3617
Si, 0.1017, 0.6283, -0.3813
Si, -0.0868, -0.195, -0.4675
As, -0.1176, -0.0218, -0.3686
As, -0.0577, 0.0235, -0.4808
Si, 0.2922, -0.0589, -0.2366
Si, 0.0756, 0.1039, -0.4511
Si, -0.0274, -0.0064, -0.6127
Si, 0.1412, 0.0453, 0.3782
Si, 0.0654, -0.1302, 0.3083
Si, -0.0145, -0.096, 0.0785
Si, 0.019, -0.0329, 0.2481
Si, 0.1847, -0.0178, 0.3916
Si, 0.1474, -0.039, 0.2976
Si, -0.0748, -0.1657, 0.2568
Si, 0.027, 0.03, 0.0584
Si, -0.1185, -0.0467, 0.4119
Si, 0.0623, 0.0564, 0.361
Si, -0.1395, 0.0566, 0.413
Si, -0.0199, 0.0212, 0.1316
Si, -0.025, -0.0541, 0.03
Si, -0.056, 0.1544, -0.0078
Si, 0.0042, 0.0576, 0.0501
Si, -0.1088, -0.1672, -0.0232
Si, -0.0916, -0.2245, -0.1805
Si, 0.1354, -0.0991, 0.0372
Si, 0.0366, 0.0028, -0.0038
Si, 0.0464, 0.1908, 0.0637
Si, -0.0178, 0.1966, -0.0707
Si, -0.0809, -0.1308, -0.1083
Si, 0.1208, -0.0448, -0.0392
Si, 0.0227, -0.0537, 0.0923
Si, 0.027, 0.0111, -0.1821
Si, -0.0654, -0.0576, -0.1795
Si, 0.0864, -0.0717, -0.221
Si, -0.0156, 0.0603, -0.035
Si, 0.0123, -0.02, 0.0146
Si, 0.0297, 0.0365, -0.0661
Si, -0.0194, 0.0311, -0.126
Si, 0.0074, 0.0269, -0.2448
Si, -0.0317, -0.0725, -0.1648
Si, -0.0013, 0.0507, -0.0718
Si, -0.0256, 0.0436, -0.0228
Si, 0.0324, -0.0109, -0.0424
Si, -0.0695, -0.0006, -0.1666
Si, 0.1058, 0.1462, -0.1175
Si, -0.2109, 0.0943, -0.0595
Si, -0.0124, -0.099, 0.0258
Si, -0.0032, -0.0671, -0.0172
Si, -0.1273, -0.184, 0.0502
Si, -0.0439, -0.0045, 0.3004
Si, 0.0686, -0.0599, 0.4037
Si, 0.0467, 0.2656, -0.0235
Si, -0.0581, 0.0258, -0.177
Si, 0.0043, 0.0402, 0.0554
Si, 0.0282, 0.0419, -0.1311
Si, 0.204, -0.1186, -0.1087
Si, 0.0058, -0.0493, 0.3161
Si, -0.0566, -0.1258, -0.0252
Si, 0.0851, -0.0281, 0.2614
Si, -0.0962, -0.0122, 0.0706
Si, 0.0417, 0.0278, -0.0477
Si, -0.0514, -0.0199, -0.0129
Si, -0.1074, -0.0145, -0.0412
Si, 0.0769, -0.18, -0.0749
Si, 0.1384, 0.1128, 0.1473
Si, -0.0876, 0.1975, 0.1664
Si, 0.1654, -0.1146, -0.3781
Si, 0.0248, 0.0579, 0.1389
Si, 0.0427, 0.0019, 0.15
Si, -0.0501, 0.0847, 0.1984
Si, -0.0302, 0.0133, 0.0733
Si, 0.0369, -0.0668, 0.0845
Si, -0.005, 0.0578, 0.0685
Si, 0.0156, -0.094, 0.2351
Si, 0.0307, 0.0008, 0.15
Si, -0.018, 0.048, 0.18
Si, -0.0205, -0.0149, 0.077
Si, 0.0076, -0.0747, 0.1047
Si, -0.0364, 0.0311, 0.0288
Si, 0.0177, -0.0107, -0.0624
Si, 0.0061, 0.0077, -0.0413
Si, -0.029, 0.0394, -0.0803
Si, -0.0529, -0.1598, -0.0291
Si, -0.0679, 0.0911, -0.0254
Si, 0.047, -0.2548, 0.0811
Si, 0.1281, 0.298, 0.1627
Si, 0.1691, 0.0716, 0.0206
Si, -0.1841, -0.0628, 0.1284
Si, 0.0156, -0.0351, -0.0878
Si, -0.1665, 0.1099, 0.0427
Si, 0.1031, -0.0615, 0.0559
Si, -0.0034, -0.0328, -0.1572
Si, -0.0671, 0.0943, -0.2549
Si, -0.0116, -0.0053, -0.1734
Si, 0.1158, 0.0814, -0.2917
Si, 0.0738, -0.0193, -0.2471
Si, 0.1437, 0.1569, -0.4076
Si, -0.1746, -0.0392, -0.4173
Si, -0.0166, 0.064, -0.3583
Si, -0.0633, 0.0587, -0.4924
Si, 0.0072, -0.0241, -0.2006
Si, 0.0832, -0.0253, -0.4264
Si, -0.0698, 0.1659, -0.3543
Si, -0.0023, 0.168, 0.347
Si, 0.1779, 0.1989, 0.3255
Si, 0.0837, -0.4334, 0.0655
Si, -0.1048, -0.2994, 0.4088
Si, -0.2787, -0.0509, 0.3052
Si, -0.1572, 0.3192, 0.1074
As, 0.1047, 0.006, 0.2908
Si, 0.3628, 0.1029, 0.2284
As, 0.0085, -0.1211, 0.5733
Si, 0.0152, -0.0529, 0.4634
Si, 0.048, -0.2886, 0.4592
As, -0.2146, -0.0375, 0.4952
O, 0.0122, 0.1485, -0.154
O, 0.1297, 0.3172, 0.0828
O, -0.0005, 0.1064, -0.2948
O, -0.0509, -0.1278, -0.3028
O, 0.127, -0.029, -0.16
O, 0.0014, 0.0251, -0.4362
O, -0.0805, 0.0247, -0.0942
O, 0.0014, -0.2212, -0.0327
O, 0.006, -0.1087, -0.2442
O, -0.3437, 0.0753, 0.322
O, -0.0637, 0.0575, 0.346
O, -0.082, -0.4145, 0.2716
O, 0.0426, 0.0315, 0.1435
O, 0.2017, 0.0105, 0.388
O, 0.0872, -0.1269, 0.2474
O, -0.0125, 0.032, 0.1193
O, 0.0177, 0.0572, 0.2047
O, 0.0524, 0.0664, 0.3703
Si, 0.0576, -0.1175, 0.0232
Si, -0.0513, 0.001, -0.0088
Si, 0.0694, -0.0318, 0.1825
Si, 0.0833, 0.095, -0.1504
Si, -0.0852, -0.0018, 0.0498
Si, -0.0652, -0.0175, -0.0655
Si, 0.0217, -0.0251, 0.0799
Si, 0.1471, 0.1056, -0.2286
Si, -0.1028, 0.0022, -0.0309
Si, 0.1808, -0.1673, -0.1921
Si, -0.0051, -0.0877, -0.0026
Si, 0.0885, 0.0771, 0.0458
Si, -0.0889, 0.0182, 0.2871
Si, 0.243, -0.1276, -0.1497
Si, -0.1206, 0.1605, -0.1015
Si, -0.0171, -0.063, 0.0904
Si, 0.0672, 0.0418, -0.0289
Si, 0.0098, -0.1843, -0.2074
Si, 0.0522, 0.1244, 0.1946
Si, -0.0126, 0.0492, -0.0323
Si, 0.179, 0.0277, 0.3064
Si, -0.1248, 0.0483, 0.1316
Si, -0.0405, 0.0779, -0.1936
Si, -0.1172, -0.0023, -0.3105
Si, -0.032, -0.0509, -0.0484
Si, -0.0707, 0.3237, 0.1572
Si, 0.0257, -0.0598, 0.1261
Si, 0.0719, 0.2345, 0.0078
Si, 0.1131, 0.0192, -0.2142
Si, 0.0211, -0.0008, -0.0139
Si, -0.291, -0.1572, 0.0965
Si, 0.0987, -0.0321, 0.0738
Si, -0.0967, 0.0844, 0.0289
Si, 0.0976, 0.2933, 0.4121
Si, 0.0498, 0.0287, 0.1201
Si, -0.0775, 0.0046, 0.0296
Si, -0.2166, -0.1146, 0.1995
Si, 0.0672, 0.0078, 0.0883
Si, 0.05, -0.0626, 0.2153
Si, -0.002, 0.1589, 0.2322
Si, -0.18, -0.3015, 0.3048
Si, -0.0103, -0.0389, -0.0219
Si, 0.2217, -0.039, -0.2005
Si, -0.1782, 0.2721, 0.1051
Si, 0.0284, -0.0337, 0.1939
Si, -0.0245, 0.0601, -0.1116
O, -0.0019, -0.0743, 0.0892
O, -0.0344, -0.0215, -0.0696
O, -0.009, 0.0009, -0.0125
O, -0.0523, 0.0209, 0.0217
O, -0.1013, -0.0144, -0.109
O, 0.0279, -0.0321, 0.0422
O, -0.0349, 0.048, 0.0749
O, -0.011, 0.0443, 0.2058
O, -0.0053, 0.0238, -0.1243
O, 0.0527, 0.0086, 0.0542
O, -0.0654, -0.0338, 0.088
O, 0.0001, -0.0109, 0.0199
O, -0.0286, -0.0357, -0.0144
O, 0.0115, 0.0414, -0.0651
O, -0.0198, -0.0506, -0.191
O, 0.0694, -0.0013, -0.0449
O, -0.0084, 0.0889, 0.1611
O, -0.0172, -0.0212, -0.0158
O, -0.027, -0.0391, 0.2577
O, -0.0244, 0.0528, 0.0385
O, -0.0235, 0.0952, -0.1422
O, -0.0332, 0.1043, -0.0655
O, 0.0129, 0.0043, 0.0206
O, -0.0559, -0.0196, -0.0452
O, 0.0334, 0.0264, 0.0041
O, 0.0054, -0.0036, 0.0474
O, 0.0001, 0.0229, 0.0968
O, 0.1266, 0.005, -0.1373
O, 0.0102, 0.0028, 0.0029
O, 0.1127, -0.2076, 0.1513
O, 0.0154, -0.0342, -0.1194
O, -0.0338, -0.0372, -0.0034
O, -0.0258, -0.0098, -0.1111
O, 0.013, 0.0417, -0.1306
O, -0.0611, -0.1319, -0.2924
O, 0.001, -0.0255, 0.0044
O, -0.1916, -0.0546, 0.0289
O, -0.0032, 0.0045, -0.1179
O, 0.0202, -0.0043, -0.0675
O, 0.0011, -0.0919, -0.0569
O, 0.0257, 0.0021, -0.0179
O, -0.0244, -0.0994, -0.2237
O, 0.0966, 0.0185, 0.1486
O, -0.0072, -0.0147, -0.1272
O, 0.1114, -0.0994, -0.0846
O, -0.0602, -0.1805, -0.2482
O, -0.0153, 0.0287, -0.0605
O, -0.0088, -0.0298, -0.0108
O, 0.0126, 0.0168, 0.0233
O, 0.1081, 0.0108, 0.095
O, 0.1545, -0.0331, -0.001
O, -0.0234, 0.0001, -0.0337
O, 0.0074, -0.0339, -0.182
O, -0.049, 0.0323, 0.0016
O, 0.0117, -0.0198, -0.155
O, -0.1084, -0.1126, -0.0954
O, -0.0115, -0.0472, 0.0246
O, -0.0025, 0.0543, 0.0205
O, 0.0384, 0.0072, 0.0619
O, 0.0663, 0.0135, -0.1095
O, 0.0432, 0.0495, 0.1071
O, -0.1093, 0.0476, 0.1128
O, -0.0051, -0.0621, -0.1222
O, -0.0399, 0.0022, 0.005
O, -0.0343, 0.053, -0.1707
O, -0.1071, 0.0341, -0.1267
O, 0.1824, 0.1871, -0.2327
O, -0.0253, -0.0206, -0.0477
O, -0.0455, 0.0501, 0.072
O, -0.005, 0.2287, 0.1794
O, 0.0022, -0.0092, 0.0856
O, 0.0934, 0.0064, 0.0172
O, -0.0218, -0.0297, 0.2289
O, -0.0792, -0.056, 0.0968
O, -0.0134, -0.1652, 0.0675
O, 0.0652, 0.0089, -0.1038
O, -0.001, 0.1043, -0.1096
O, -0.1299, -0.1006, 0.1654
O, -0.0113, 0.0251, -0.0294
O, 0.0669, 0.0382, -0.0879
O, -0.0301, 0.0301, -0.0599
O, -0.0613, 0.0149, -0.0131
O, -0.0217, 0.0169, 0.0837

The program warned: the cutoff lies below the one the program advises for these potential files; the forces do not sum to zero within the program's tolerance; the exchange-correlation potential is rough where the density is thin.
